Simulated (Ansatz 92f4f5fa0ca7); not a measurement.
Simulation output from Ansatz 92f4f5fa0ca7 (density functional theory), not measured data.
Periodic cell of 252 atoms, Si144O108, from a study of silicon, its oxide and their interface. The atomic structure is a simulated model.
This geometry differs little from another in the collection (a relaxation step or a small displacement).

Settings: functional r2SCAN; potential files Ansatz PAW; basis plane waves; wave-function cutoff 800 eV; density cutoff ratio 5; exchange-correlation grid ratio 1; k mesh 1 x 1 x 1, shifted by 0.5 0.5 0 of a step; self-consistency stop 1e-10 eV per atom in the density residual; occupations fixed; spin none; net charge 0.

Cell vectors (angstrom)
a  10.88  0  0
b  0  10.88  0
c  3.4875  -4.0869  36.027

Atoms and the computed forces on them: element, x, y, z (angstrom), force x, y, z (eV/angstrom)
Si  3.16  0.9326  0.4257  -0.0048  0.0069  -0.033
Si  5.9022  3.5206  0.0457  -0.0035  0.0072  -0.0039
Si  2.2106  7.4322  0.1968  0.0086  -0.0029  -0.0199
Si  4.8078  -0.7869  0.2841  0.0024  -0.0011  -0.0253
Si  -0.0653  -1.0464  -1.8944  -0.0039  -0.0004  -0.0429
Si  -0.4738  4.6162  0.0534  -0.0006  0.0023  -0.006
Si  8.6448  6.2738  0.182  -0.0091  0.0057  -0.0213
Si  0.4608  -1.8078  0.2434  0.0006  0.0027  -0.0018
Si  4.1891  2.7065  1.4808  0.0054  0.0031  -0.0005
Si  6.8361  5.3081  1.3368  -0.0007  -0.0036  0.0009
Si  3.9952  -2.6275  1.4725  -0.0014  0.0007  -0.0045
Si  6.7181  0.0681  1.3627  0.005  0.0035  -0.0003
Si  -1.4397  2.7691  1.2086  -0.0007  0.0047  0.0057
Si  1.291  5.5431  1.3198  -0.0009  0.0018  0.0095
Si  9.562  8.0762  1.4029  0.0003  -0.0003  0.0036
Si  1.3773  -0.072  1.5288  -0.0038  -0.0061  0.0037
Si  2.7032  4.1336  2.6248  -0.0004  0.0012  0.002
Si  5.446  6.7774  2.6192  0.0002  0.0021  -0.0008
Si  2.7144  -1.3554  2.9636  0.0003  0.0005  -0.0046
Si  5.4703  1.3577  2.8975  0.0008  -0.0002  -0.0011
Si  8.1705  4.0296  2.784  -0.001  0.0003  -0.0027
Si  10.8833  6.7879  2.8534  -0.0005  0.0012  -0.0058
Si  8.136  9.5198  2.6213  -0.0008  -0.0007  -0.0005
Si  -0.0622  1.406  2.6236  0.0007  0.0012  0
Si  1.3456  2.7434  4.0064  -0.0011  0.0034  -0.0033
Si  4.0631  5.4649  4.0104  -0.0021  0.0029  -0.0019
Si  1.3385  8.139  4.2091  -0.001  0.0042  0.0032
Si  4.0962  0.0133  4.2351  0.0023  -0.0007  0.0056
Si  6.8285  2.7214  4.1781  -0.0021  -0.0008  0.0009
Si  9.5164  5.4057  4.1489  0.0037  -0.0002  0.0009
Si  6.7949  8.1501  4.0177  0.001  0.0028  -0.0013
Si  9.4882  0.014  3.9979  -0.0033  0.0041  -0.0011
Si  2.6773  1.4045  5.4618  0.0012  0.0011  0.0022
Si  5.3966  4.1101  5.4048  -0.001  0.0028  -0.0007
Si  2.7465  6.7734  5.4637  0.0029  -0.0027  -0.0015
Si  5.4761  9.482  5.4862  0.0031  -0.0002  -0.0003
Si  8.1885  1.332  5.449  0.0034  0.0003  -0.0001
Si  0.0247  4.0555  5.4663  0.0033  -0.0027  -0.0004
Si  8.1377  6.8127  5.4381  -0.0019  0.0014  -0.0009
Si  10.8292  9.5559  5.4208  -0.0019  -0.0008  0.0009
Si  4.0693  2.7603  6.7964  0.0001  0.0014  -0.0016
Si  6.7461  5.4482  6.7675  -0.0015  -0.0007  -0.0008
Si  4.0761  8.1377  6.8243  0.0006  0.0011  0.0002
Si  6.8386  -0.0016  6.8149  -0.0001  -0.0008  0.0015
Si  -1.3467  2.6832  6.8052  -0.0016  0.0019  0.0036
Si  1.3965  5.4233  6.8201  -0.0019  0.0016  0
Si  9.5104  8.1893  6.7929  0.0004  0.0033  0.0017
Si  1.3143  0.0023  6.7869  -0.0029  -0.0003  -0.0009
Si  2.7273  4.0668  8.2046  0.0076  -0.0014  0.0035
Si  5.4129  6.7699  8.1752  -0.0028  0.0004  -0.0008
Si  2.693  9.5275  8.1364  0.0009  -0.0005  -0.0019
Si  5.4658  1.4002  8.1254  -0.0012  0.0056  0.0008
Si  8.1151  4.065  8.0853  -0.002  0.0006  -0.0023
Si  0.0332  6.8324  8.1247  0.0025  0.004  0.0015
Si  8.1915  -1.3319  8.185  0.0005  0.0014  0.0032
Si  -0.0265  1.3167  8.1802  -0.0009  -0.0059  -0.0006
Si  1.3401  2.666  9.4849  0.0012  -0.0019  -0.0014
Si  4.0916  5.4033  9.5847  -0.0008  0.0047  0.0007
Si  1.3676  8.179  9.565  0.0003  0.0022  -0.0026
Si  4.0722  0.0482  9.4184  -0.0018  -0.0025  0.0057
Si  6.8206  2.7303  9.5525  0.0018  0.0007  -0.0019
Si  9.4888  5.4467  9.3585  -0.0002  0.0019  -0.0009
Si  6.7884  8.1773  9.4311  -0.0011  -0.002  0.0003
Si  9.5268  0.0034  9.6207  -0.0009  0.0012  0.0046
Si  2.7333  1.3445  10.8412  0.0011  0.005  0.0031
Si  5.4898  4.0821  10.9656  -0.0018  0.0039  -0.0048
Si  2.7258  6.7788  10.9135  0.0009  -0.0047  0.0126
Si  5.4221  -1.3234  10.7225  -0.0014  0.0018  0.0069
Si  8.1535  1.3785  10.9875  0.0012  0.0001  0.0032
Si  -0.1178  4.0232  10.6859  0.0041  -0.0034  0.0082
Si  8.1879  6.8363  10.7128  -0.0041  0.0025  0.0096
Si  0.0307  9.5376  10.9972  -0.0018  -0.0002  0.0028
Si  4.1458  2.6139  12.2458  -0.0006  0.0038  0.0025
Si  6.9149  5.5609  12.1846  -0.001  0.0021  -0.0062
Si  4.1704  8.1957  12.1466  0.0072  -0.0026  -0.0014
Si  6.7644  -0.0866  12.2052  -0.0013  0.0003  -0.002
Si  -1.3568  2.8042  12.3115  -0.0003  0.0046  -0.0063
Si  1.1461  5.406  12.0168  -0.0061  -0.0004  -0.0062
Si  9.4534  8.1364  12.2212  0.0012  -0.0029  -0.0007
Si  1.4577  0.0131  12.3195  -0.0013  -0.0033  0.0071
Si  1.814  3.8654  13.6373  0.0029  0.0106  0.0194
Si  -0.4658  5.6136  17.1311  -0.0054  -0.0023  0.0362
Si  3.0108  -1.3062  13.6313  -0.0035  0.003  0.0142
Si  5.1649  0.9702  13.5337  0.0059  -0.0015  0.0146
Si  0.4484  1.8367  13.4964  -0.0087  -0.011  0.004
Si  -0.5239  6.3296  13.3671  -0.0046  0.0037  0.0032
Si  7.7214  -1.7968  13.481  -0.0042  0.0005  0.0008
Si  -2.2668  4.6598  13.5266  -0.0066  -0.0017  0.0047
Si  -1.3627  -2.4831  -9.929  0.0022  -0.0061  -0.0077
Si  6.0269  7.3919  13.374  0.0028  -0.0007  -0.0046
Si  7.738  4.6491  15.7564  -0.0045  0.0027  0.0261
Si  7.0173  4.617  -9.3768  -0.0032  -0.0024  -0.0089
Si  6.9008  5.001  21.431  -0.0071  -0.0058  0.0196
Si  0.5288  5.4654  23.9633  -0.0001  -0.0013  0.0053
Si  3.8907  2.3883  -4.3445  0.0034  -0.0043  -0.0458
Si  5.6385  0.2202  -11.0226  -0.0023  -0.0027  0.0031
Si  9.1917  3.7843  22.7997  0.0026  0.0047  0.013
Si  9.0561  3.7416  20.0579  -0.0081  0.0135  0.0342
Si  2.8505  6.099  -2.4477  0.0117  0.0044  -0.0393
Si  1.6912  3.1691  -6.1001  -0.0031  0.0062  -0.0265
Si  8.0806  0.1764  -2.669  0.0048  0.0024  -0.0465
Si  5.2664  4.2146  -2.1423  -0.0045  -0.0008  -0.037
Si  0.6542  -0.3403  -9.3615  0.0001  -0.0014  -0.0015
Si  5.4931  6.8119  15.5535  -0.0089  -0.0028  0.0455
Si  9.3875  -2.5258  22.0908  0.0003  -0.0038  0.0149
Si  0.3885  0.4398  -6.4118  0.0026  -0.0033  -0.0303
Si  -3.2885  1.8016  0.0107  0.0028  -0.0038  -0.0199
Si  0.5191  -2.0349  -4.6259  0.0001  0.0077  -0.0489
Si  8.3867  -0.8747  15.5823  0.0008  0.0113  0.026
Si  4.8411  -2.0272  -7.2746  0.0007  0.0041  -0.0321
Si  0.2803  4.3294  -2.1765  -0.0111  0.0002  -0.0399
Si  0.9142  0.4943  19.6582  -0.0024  -0.0009  0.0448
Si  1.8153  1.5133  -2.3264  0.0109  0.0017  -0.0315
Si  -0.3591  2.6627  17.9351  -0.0066  -0.0062  0.0456
Si  5.0117  0.3862  18.2568  -0.0035  -0.0038  0.0319
Si  5.6619  0.9685  -6.575  0.0017  -0.0031  -0.0202
Si  0.8435  6.1869  15.2699  0.0195  0.0128  0.007
Si  0.455  6.5594  -11.213  0.0059  -0.0041  0.0037
Si  4.3595  -1.8918  22.1269  -0.0033  -0.0048  0.013
Si  -0.3961  -0.4484  22.3029  -0.0005  0.0012  0.0206
Si  3.3597  -1.7094  -9.9062  0.0006  -0.0005  -0.0094
Si  2.3483  6.5054  21.7782  0.0049  -0.0026  0.018
Si  8.9111  7.016  -5.2525  -0.0039  0.0024  -0.0309
Si  0.0659  0.7692  15.5305  0.0055  0.0018  0.0352
Si  7.2028  6.6323  -2.5942  0.0054  0.0061  -0.0396
Si  7.4068  7.3629  -7.8913  0.0021  0.0012  -0.0171
Si  6.634  1.7759  16.1122  0.0002  0.0012  0.0262
Si  2.1381  -0.6398  17.2676  0.0021  0.0061  0.0332
Si  0.819  2.352  -10.945  -0.0018  0.0006  0.0016
Si  3.5369  8.0466  -4.6607  0.0008  0.0045  -0.0366
Si  5.5142  -1.6286  -2.6786  -0.007  0.0001  -0.0398
Si  8.726  1.2872  24.2338  0.0042  0.0002  0.0052
Si  -0.114  6.3339  19.9901  0.007  -0.0025  0.0416
Si  6.822  8.0345  20.6887  -0.0017  0.0038  0.0429
Si  1.8954  0.085  24.476  0.0018  0.0014  0.0039
Si  2.7141  6.1895  -10.6472  -0.0042  0  -0.0026
Si  4.0912  3.8419  22.1178  0  0.0021  0.0088
Si  3.7538  0.8863  20.9699  -0.0048  0.0022  0.0331
Si  8.5869  1.5308  -5.4599  0.0026  0.0012  -0.0316
Si  6.8175  -2.1907  17.7341  -0.0097  0.0021  0.0357
Si  5.387  2.2377  -8.5562  0.003  -0.0018  -0.0089
Si  2.6307  3.892  -8.9064  0.0041  0.0022  -0.0132
Si  2.5678  7.8575  15.4181  -0.0014  -0.0009  0.0268
Si  -1.0433  4.1961  -4.8321  0.0023  -0.0021  -0.0459
O  3.3878  3.4917  13.4361  -0.0034  -0.0016  -0.0078
O  4.9202  -2.1673  23.6368  -0.0007  -0.0009  -0.0068
O  3.852  6.8231  15.5788  -0.002  0.001  -0.0109
O  0.1437  4.1373  17.5135  -0.0001  0.0085  -0.0168
O  -1.0845  1.1014  -6.4478  -0.0025  -0.0034  0.0153
O  2.802  1.4931  -1.0678  0.0056  -0.01  0.0315
O  8.1291  6.9978  -3.8519  -0.013  -0.0064  0.0226
O  8.1935  6.6923  -1.3321  0.0101  -0.0067  0.0318
O  3.0425  3.4572  -5.2422  0.0074  -0.0027  0.0155
O  0.7529  0.3118  -2.2496  0.0009  0.004  0.0092
O  9.2791  0.3627  23.0417  0.0036  -0.0024  -0.0054
O  3.9405  2.9776  -8.6823  -0.0014  -0.0016  0.0089
O  1.6074  4.7064  15.0303  -0.0044  -0.0035  -0.0074
O  3.683  2.3918  21.5403  -0.0008  -0.0083  -0.0102
O  1.3427  4.2718  24.6811  -0.0015  0.0007  -0.0014
O  0.4111  -0.5098  -5.1201  0.0017  -0.0098  0.0156
O  8.8242  5.4028  16.7373  -0.0055  -0.0019  -0.0243
O  7.6265  0.521  15.9008  0.0002  -0.0062  -0.0191
O  7.103  1.3255  24.2473  0.0096  -0.002  -0.0006
O  1.4694  6.4973  23.1469  0.0003  0.0005  -0.0081
O  4.0749  3.6732  23.7192  0.001  0.0043  -0.0095
O  3.8812  5.0139  -1.8453  0.0007  0  0.0115
O  9.2296  2.8984  21.4357  -0.0014  -0.0003  -0.0178
O  4.436  -0.8114  -10.7103  -0.0046  -0.003  0.0011
O  5.9975  -0.8724  18.1389  0.007  -0.005  -0.0172
O  0.4159  3.7317  -5.3153  -0.0016  0.0023  0.009
O  6.0543  7.7525  -2.4211  0.0004  -0.0039  0.0071
O  5.8913  7.8069  16.7664  -0.0088  -0.0186  -0.0362
O  5.9805  8.0699  -8.0942  -0.0021  -0.0007  0.0095
O  3.9776  -0.306  22.0628  -0.0005  0.0018  -0.0048
O  2.7083  7.2953  -1.3736  -0.0053  0.0073  0.0277
O  3.5426  0.0268  17.6882  -0.0052  -0.0065  -0.0133
O  1.8838  -1.0947  -10.0614  -0.0014  -0.0007  0.0023
O  1.0616  -0.6267  18.4891  0.0083  -0.0079  -0.0286
O  4.3291  -1.706  -3.7876  0.0091  0.0029  0.0279
O  4.1339  -0.1723  14.1541  -0.0034  0  0.0081
O  -0.9047  -0.5457  15.4109  -0.0034  0.0066  -0.0199
O  2.7955  1.4446  -3.6085  -0.0178  0.0017  0.032
O  8.5114  8.1743  -8.7158  -0.0056  -0.003  0.0028
O  -0.9669  4.4356  -3.2247  0.0054  -0.0021  0.0243
O  8.1654  -1.8218  16.8971  0.0006  0.0034  -0.0196
O  7.0656  -0.5476  -10.9331  -0.0012  -0.0013  -0.0023
O  1.4286  6.5075  20.4432  -0.0086  -0.0006  -0.0176
O  3.3414  7.6798  -10.5028  0.0013  0  -0.0006
O  9.2071  -0.7904  -2.0158  0.0063  -0.0008  0.0161
O  -0.3222  6.6416  18.4028  -0.0013  -0.0003  -0.0404
O  -0.9622  7.2814  20.9841  0.0054  -0.0102  -0.0181
O  0.6606  1.9299  18.9528  -0.006  0.0079  -0.0122
O  6.6297  6.5727  21.3429  -0.0005  0.0036  -0.0158
O  3.4786  6.6563  -3.83  -0.0089  -0.0116  0.0264
O  7.8223  7.4641  -6.3437  0.0103  -0.0064  0.0207
O  0.7119  -0.3977  -7.7502  -0.0011  0.0037  0.0173
O  1.5197  0.2331  16.0434  -0.013  0.0065  -0.0276
O  0.6801  1.172  -9.8753  0.001  -0.0086  0.0012
O  5.7635  4.8774  -10.3594  0.0034  0.0003  0.0006
O  8.7007  3.1159  -5.1908  0.0057  0.0032  0.0209
O  5.6834  1.5824  17.4038  0.0074  0.0036  -0.0205
O  1.7537  3.8547  -7.5558  -0.0017  -0.0059  0.0206
O  5.5987  1.3867  -9.9214  -0.0037  0.0016  0.0061
O  4.8959  3.1152  -3.2943  0.0099  0.0098  0.0233
O  2.8916  1.3491  24.2727  -0.0024  -0.0021  -0.002
O  6.4433  5.1981  -2.7257  -0.0059  -0.0073  0.0131
O  7.8389  4.6729  22.7151  0.001  0.0023  -0.003
O  7.7669  1.3365  -1.5745  -0.0075  0.0117  0.026
O  9.0464  7.635  23.5127  -0.0005  0.0004  -0.0097
O  -0.5942  1.7493  16.6407  0.0081  -0.0109  -0.0353
O  6.2815  5.4046  15.8522  0.0026  0.0119  -0.0103
O  5.5569  4.1617  21.5711  0.0066  0.0034  -0.0053
O  8.6863  0.7992  -4.0234  -0.0026  -0.0071  0.0238
O  7.218  1.165  -6.1938  0.0061  -0.0023  0.0052
O  0.3579  -2.1372  -3.021  -0.006  0.0084  0.0287
O  2.314  0.5714  20.3879  -0.0074  -0.0012  -0.0177
O  7.9711  -2.0235  21.4659  -0.0067  -0.0056  -0.0099
O  3.6562  -1.721  -8.3195  0.0056  -0.0023  0.0074
O  7.4865  3.1334  16.2753  0.0018  0.0091  -0.0226
O  1.3874  5.4363  -2.6441  -0.003  0.0018  0.0193
O  -0.1898  0.093  20.7713  0.0073  0.0047  -0.0231
O  0.9757  -0.2039  23.1658  -0.0029  -0.0011  -0.0081
O  9.1275  2.8136  18.7535  0.0048  -0.0041  -0.0193
O  1.7773  3.4308  -10.2144  -0.0027  -0.0028  0.0018
O  2.3775  -2.1677  16.8064  0.0004  -0.0087  -0.0227
O  7.1602  7.9143  19.1099  0.0015  0.0032  -0.0306
O  4.8847  -1.0394  -1.3311  -0.0044  0.0031  0.0352
O  2.0028  -2.5028  -5.0329  0.003  -0.0028  0.0181
O  3.1814  5.115  21.7125  -0.0008  0.0004  -0.0058
O  1.5296  1.5722  -6.2884  0  0.0057  0.009
O  5.7262  1.8602  14.7808  -0.0175  -0.0029  -0.026
O  5.3986  -0.6205  -6.726  0.0055  0.0021  0.0066
O  4.8724  0.8284  19.8039  0.0052  -0.0026  -0.0224
O  -0.2291  7.2424  -9.8971  -0.0037  0.001  0.0027
O  4.7669  1.482  -5.333  -0.009  0.0045  0.0229
O  -0.6089  4.8038  20.12  0.0027  -0.0002  -0.0227
O  2.8189  -1.1936  24.7859  0.0001  -0.0002  -0.001
O  6.6021  3.3272  -8.4952  0.0003  -0.0029  0.003
O  7.2998  5.8365  -8.375  0.0025  0.0002  0.0088
O  3.1961  7.8886  21.8188  -0.0003  0.0004  -0.0066
O  9.4445  5.5431  -5.6049  0.0002  -0.0023  0.0185
O  6.7524  -0.6595  -3.0866  -0.0013  0.0002  0.0047
O  5.4392  -2.072  20.9467  0.0044  -0.0047  -0.0115
O  7.6412  4.514  20.075  0.0046  0.0016  -0.0126
O  9.2727  2.8006  24.0569  0.0025  -0.0005  -0.0054
O  2.9675  5.4418  -9.2174  -0.0003  -0.0055  0.004
O  -0.7257  -1.0129  -9.8243  0.003  0.0016  0.0064
O  0.9628  2.8751  -2.3445  0.0075  -0.0025  0.0217
O  4.3338  7.9132  -6.0593  -0.0089  -0.0023  0.0251
O  -0.442  4.7908  22.877  -0.0027  -0.0036  -0.0048
O  8.3412  4.3977  -10.2662  -0.0017  0.0001  0.0002
O  -0.6839  7.995  -5.2827  0.0033  0.0048  0.0171

Results
free energy: -153710.358 eV
free energy less fixed offsets of O -570.45, Si -639.56 eV per atom: -5.118 eV

The program warned: the cutoff lies below the one the program advises for these potential files; the forces do not sum to zero within the program's tolerance; empty levels may hold ghost states of the PAW files; the exchange-correlation potential is rough where the density is thin.
